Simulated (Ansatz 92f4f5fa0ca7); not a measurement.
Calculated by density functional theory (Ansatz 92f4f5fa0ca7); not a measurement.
Periodic cell of 227 atoms, Si136O81N10, from a study of silicon, its oxide and their interface. The atomic structure is a simulated model.
This geometry differs little from another in the collection (a relaxation step or a small displacement).

Settings: functional r2SCAN; potential files Ansatz PAW; basis plane waves; wave-function cutoff 800 eV; density cutoff ratio 5; exchange-correlation grid ratio 1; k mesh 1 x 1 x 1, shifted by 0.5 0.5 0 of a step; self-consistency stop 1e-10 eV per atom in the density residual; occupations fixed; spin none; net charge 0.

Cell vectors (angstrom)
a	10.88	0	0
b	0	10.88	0
c	0	0	31.5759

Atoms and the computed forces on them: element, x, y, z (angstrom), force x, y, z (eV/angstrom)
Si	0.0213	0.2801	-0.207	0.0057	-0.0022	-0.0005
Si	2.5279	2.8683	0.2294	-0.002	-0.0003	0.0032
Si	0.2975	5.0468	-0.0527	0.0006	-0.0005	-0.0013
Si	3.0948	7.933	0.2278	-0.0036	0	-0.007
Si	5.713	-0.5194	-0.256	-0.0023	-0.0025	-0.0058
Si	8.4486	2.3157	-0.3439	-0.0064	0.0045	-0.0005
Si	5.3252	5.7574	0.2245	0.0016	-0.005	-0.0065
Si	7.8756	8.2359	-0.2647	-0.0006	-0.0017	-0.0039
Si	1.3124	1.3429	1.4464	-0.0001	0	-0.0014
Si	4.1847	4.0088	1.3327	0.0023	0.0044	-0.0008
Si	1.3297	6.7292	1.2228	0.0035	0.0031	-0.0004
Si	4.1288	9.6419	1.3543	0.0035	0.0003	0.0004
Si	6.9012	1.1305	1.0309	-0.0023	0.0015	0.002
Si	9.4868	3.9422	1.1263	-0.0007	0.0002	-0.0013
Si	7.0014	6.8105	1.3892	-0.0018	0.0025	-0.0007
Si	9.5356	9.5265	0.9747	0.0006	-0.0028	0.0014
Si	-0.0869	2.7057	2.682	-0.0003	0.0004	-0.0014
Si	2.7248	0.0069	2.7081	-0.0011	-0.0002	0.0007
Si	-0.0728	8.1223	2.4639	-0.0012	-0.001	0.0004
Si	2.7568	5.4211	2.6432	0.0019	0.0017	-0.0026
Si	5.5335	2.5227	2.4997	-0.0012	-0.0012	-0.0007
Si	8.2741	-0.0409	2.5263	0	0.0003	0.0003
Si	5.5114	8.1928	2.6589	0.0016	0.0013	-0.0008
Si	8.2575	5.3184	2.6039	-0.0005	-0.0016	0.0005
Si	1.3563	4.0636	3.9712	-0.0004	0	0.0006
Si	4.1253	1.3407	3.9947	0.0012	-0.0009	-0.0002
Si	1.3214	9.4422	3.9096	-0.0009	-0.0012	-0.0002
Si	4.108	6.8026	3.9732	-0.0021	-0.0012	0.0009
Si	6.8217	3.9676	3.8954	-0.0008	-0.0009	-0.0003
Si	9.4941	1.3198	4.0003	-0.0009	0.0003	-0.0012
Si	6.8781	9.5366	3.9546	-0.0001	0.0008	0.0016
Si	9.5554	6.7483	3.9318	-0.0002	0.0014	-0.0002
Si	-0.0011	-0.0522	5.2961	-0.0007	-0.0001	0.0001
Si	2.7211	2.6979	5.3169	-0.002	-0.0002	-0.0001
Si	0.0125	5.4216	5.332	-0.001	-0.0012	-0.0002
Si	2.703	8.1293	5.3146	-0.0008	0.0005	0.0007
Si	5.4717	-0.0345	5.3327	-0.0004	-0.0001	-0.0003
Si	8.1361	2.6741	5.3459	-0.0003	-0.0001	0.0001
Si	5.4592	5.3786	5.259	0.0001	-0.0003	0.0007
Si	8.1728	8.1082	5.2874	-0.0012	-0.0007	-0.0004
Si	1.3508	1.3176	6.6611	-0.0007	0.0001	0
Si	4.0747	4.0756	6.6461	-0.0007	-0.0005	-0.0008
Si	1.3465	6.7779	6.6848	-0.001	0.0001	-0.0007
Si	4.0627	9.5021	6.6735	-0.0006	-0.0002	-0.0002
Si	6.7767	1.335	6.7047	-0.0006	-0.0006	-0.0003
Si	9.5029	4.0617	6.6783	-0.0006	0.0004	0
Si	6.7877	6.7588	6.6415	-0.0009	0.0001	-0.0005
Si	9.5045	9.483	6.644	-0.0007	0.0004	-0.0003
Si	-0.0175	2.6845	8.026	-0.0011	-0.0005	0.0001
Si	2.6916	-0.0256	8.0448	-0.0004	0	0.0004
Si	-0.0355	8.1469	8.0064	0.0002	-0.0003	-0.0002
Si	2.708	5.4144	8.0141	-0.0011	-0.0006	-0.0004
Si	5.3941	2.7003	8.0125	0.0002	0.0005	-0.0001
Si	8.1407	-0.0504	8.0164	-0.0007	0	-0.0005
Si	5.4082	8.1112	8.0183	-0.0004	0.0001	-0.0002
Si	8.1326	5.4266	8.0314	-0.0004	-0.0001	-0.0001
Si	1.3623	4.0505	9.3756	-0.0002	0	-0.0007
Si	4.021	1.383	9.3875	-0.0005	-0.0004	-0.0005
Si	1.3015	9.4827	9.3807	0	0.0006	-0.0002
Si	4.0091	6.7902	9.3921	-0.0007	-0.0003	-0.0002
Si	6.7389	4.0619	9.357	-0.0008	-0.0003	-0.0002
Si	9.4906	1.3062	9.3744	0.0001	0	0
Si	6.7635	9.4906	9.3768	-0.0004	-0.0001	-0.0004
Si	9.4767	6.8269	9.3751	0.0002	-0.0001	-0.0005
Si	-0.0376	-0.0479	10.7583	-0.0007	-0.0008	-0.0008
Si	2.6781	2.7106	10.8184	-0.0005	-0.0001	-0.0005
Si	0.0271	5.4893	10.6599	-0.0003	-0.0003	-0.0001
Si	2.6248	8.1372	10.7766	-0.0005	0	-0.0002
Si	5.3721	-0.0024	10.6902	0.0003	0.0004	0
Si	8.1005	2.6847	10.6818	0	-0.0005	-0.0016
Si	5.3241	5.3771	10.7097	0.0002	-0.0003	-0.0011
Si	8.1148	8.1636	10.7779	-0.0005	-0.0002	-0.0004
Si	1.3191	1.2948	12.1317	0.0009	-0.0003	-0.0002
Si	3.9942	4.1085	12.2178	-0.0009	0.0005	0.0002
Si	1.3163	6.7436	12.2035	0.001	-0.0002	0.0002
Si	3.9379	9.6034	12.0502	-0.0014	-0.0001	0.0002
Si	6.6721	1.3808	12.0576	-0.0008	-0.0011	0
Si	9.553	4.0811	11.8782	0.001	0.0003	0.0008
Si	6.6557	6.752	11.998	-0.0011	0.0004	-0.0003
Si	9.4872	9.5276	12.1795	-0.0006	0.001	0.0007
Si	-0.0388	2.7736	13.3093	0.0005	0.001	-0.0004
Si	2.6658	0.001	13.6165	0.0012	-0.0016	-0.0015
Si	-0.0245	8.1087	13.5843	0.0005	-0.0011	0.0002
Si	2.6231	5.4019	13.7109	-0.0009	0.0006	-0.0008
Si	5.3207	2.6775	13.5321	-0.0008	-0.0004	-0.0006
Si	8.031	0.0886	13.4296	-0.0005	-0.0021	0.0002
Si	5.1784	8.1138	13.2828	-0.001	0.0001	0.0011
Si	8.0991	5.3096	13.1678	0.0001	0	-0.0012
Si	1.4096	3.7236	14.9291	-0.001	-0.0002	0.0067
Si	3.8113	1.5765	15.0248	0.0017	0.0006	0.0071
Si	1.5161	9.285	14.9346	0.0018	0.0002	0
Si	3.7721	7.1269	14.8859	0.0003	0.0023	0.0008
Si	7.0146	3.8581	14.6035	-0.003	0.0044	0.0055
Si	9.2149	1.7453	14.5851	0.0027	0.0004	0.0029
Si	6.8281	9.2059	14.435	-0.0005	0.0011	0.0017
Si	8.9961	6.9502	14.5173	-0.0023	0.0006	0.0024
Si	0.7314	6.8386	19.3254	0.0014	0.0002	0.0015
Si	-0.5289	10.7807	16.678	-0.0006	-0.0005	0.0037
Si	5.4938	5.5119	16.8779	-0.0027	0.0006	0.0038
Si	0.5211	14.848	20.3071	0.0001	-0.0001	0.002
Si	-3.6624	7.1481	22.1566	0.0003	-0.0015	0.0003
Si	-2.7315	6.479	17.6066	-0.0009	-0.0016	0.0048
Si	5.6131	0.8804	17.694	-0.0001	0.0007	0.0032
Si	4.5598	3.4938	18.5471	-0.0005	-0.0011	0.0026
Si	7.6784	9.4918	17.1544	-0.0002	0.0002	0.0027
Si	0.5965	1.2586	21.8948	-0.0002	0.0003	0.0011
Si	-1.2674	0.5104	19.6548	0.0003	0.0003	0.0022
Si	-2.3902	14.1025	20.7871	-0.0001	0.0008	0.0012
Si	2.9778	2.2135	20.5186	0.0005	0.0014	0.0021
Si	4.2138	6.1337	22.0852	0.0008	-0.0001	0.0007
Si	4.3769	10.6497	20.3835	-0.0001	0.0003	0.0012
Si	2.1185	9.6447	23.1327	-0.0001	0.0001	-0.0006
Si	-2.0329	-2.4579	19.7108	0.0014	-0.0004	0.0037
Si	2.5825	7.1038	24.5929	0.0001	-0.0007	-0.0019
Si	4.7921	11.2064	23.2516	0.0009	0.0007	0.0003
Si	2.8309	8.1525	20.5828	0.0005	-0.0005	0.0014
Si	-1.7779	3.2617	25.5368	0.0027	0.0004	-0.0027
Si	-4.6131	5.4223	19.8954	0.0006	-0.0023	0.0042
Si	-0.0709	4.811	17.5929	0	0.0001	0.0043
Si	0.6615	12.4012	25.7922	-0.0006	0.0005	-0.0029
Si	3.2838	2.3628	25.0687	0.0012	-0.0007	-0.0017
Si	11.8747	3.1994	28.0517	-0.0005	-0.0001	-0.0041
Si	-1.8782	13.385	28.309	0.0019	-0.0005	-0.0049
Si	1.1078	8.1696	28.4192	0.0015	0.0006	-0.0036
Si	8.7195	1.5757	23.2431	0.0012	0.0004	-0.001
Si	7.5559	4.3251	23.2877	0.0024	0.0002	-0.0007
Si	-0.6518	7.154	29.5976	-0.0005	-0.0001	-0.0036
Si	-1.9407	0.4615	25.944	-0.0003	0.0003	-0.0021
Si	-3.4692	9.9094	23.9086	-0.0005	-0.0003	-0.0008
Si	4.6495	3.3169	22.7196	0.0005	0.0004	0.001
Si	1.1957	4.4213	25.3811	-0.0007	-0.0009	-0.002
Si	12.4445	0.2733	28.4769	-0.001	0.0018	-0.005
Si	3.844	14.4561	27.9066	0.0011	-0.0007	-0.0008
Si	4.1623	1.379	29.5466	0	0.0005	-0.0053
Si	14.6236	6.7501	27.4798	0.0009	0.0006	-0.0016
Si	5.1768	7.7645	29.7814	-0.0007	-0.0014	-0.0032
O	0.8604	0.2085	29.9508	0.001	-0.0022	0.0034
O	-1.2022	1.2799	-0.5895	0.0018	-0.0006	-0.0046
O	10.4494	3.1337	28.8311	0.0003	-0.0006	0.0018
O	3.3058	1.8354	30.8223	-0.0015	-0.0001	0.0009
O	-6.8225	6.6851	0.6446	0.0016	0.0015	0.0088
O	-0.3217	5.6665	30.1285	0.0004	-0.0005	0.0031
O	-1.9937	11.8883	27.5255	0.001	0.0006	0.0022
O	0.6181	8.1607	30.0198	-0.0005	0.001	0.0004
O	15.8357	7.6294	28.1579	-0.0002	-0.0001	0.0014
N	6.3496	-2.0367	30.604	-0.0002	0.0009	0.0023
O	8.0586	2.6229	29.6349	-0.0032	0.0015	0.0011
O	14.0441	11.3961	28.6051	0.0018	0.0002	0.0016
O	8.7534	7.5838	-1.506	-0.0025	0.0015	0.0026
O	5.5323	6.2128	30.218	-0.0022	-0.0004	0.0011
O	5.3175	11.2454	30.0039	0.0003	0.0001	0.0034
O	-1.6196	5.2948	17.9682	-0.0007	0.0001	-0.0003
O	-2.7136	-0.8766	25.388	0.0006	-0.0004	0.0003
O	2.5684	2.624	15.4519	-0.002	-0.0006	-0.0032
O	7.0489	0.0886	17.5883	0.0003	-0.0006	-0.0023
O	0.8219	9.9816	16.266	-0.0003	0.0003	-0.004
N	-2.7768	8.1534	18.2036	-0.0002	0.0012	-0.0028
O	-0.5933	11.2964	18.1964	0.0008	-0.001	-0.0034
O	2.6677	8.2199	15.4377	-0.002	-0.0021	0.0036
O	6.456	4.7902	15.8083	0.0033	-0.0031	-0.0016
O	4.7006	6.7322	16.1803	0.0003	-0.0017	-0.0045
O	8.1266	2.808	15.2273	-0.0029	-0.0033	-0.0058
O	10.1902	1.2197	15.7811	-0.0015	0.0022	0
O	-1.7999	9.8212	16.3956	-0.0001	-0.0004	-0.0017
N	6.5765	5.9161	18.198	0.0002	0.0005	-0.0048
O	-0.0173	0.4658	20.647	0.0013	-0.0009	-0.0004
O	0.9343	-5.3194	20.3573	0.0004	0.0004	-0.0015
O	4.9254	10.9911	18.9262	0.0006	0	-0.0013
O	4.3287	4.4422	17.2669	0.0015	0.0013	-0.003
N	5.8296	6.3979	21.3868	0.0008	0.0009	-0.001
O	0.3867	4.256	16.1353	0.0006	-0.0008	-0.0047
O	1.8958	7.9553	19.2981	0.0004	0.0002	-0.0022
O	-2.0967	-0.8551	19.9227	-0.0005	-0.0018	-0.0018
O	0.7359	6.2016	17.8357	0.0003	0.0001	-0.0025
O	-2.3483	6.6719	16.0524	0.0039	-0.0004	-0.0044
O	-4.9285	14.9607	23.358	0.0017	-0.0001	0.0003
O	3.1923	2.7666	19.0046	0.0013	0.0007	-0.0027
O	5.7489	2.4291	18.2	0.0007	-0.0005	-0.0016
O	1.9612	8.7946	21.7701	0.0011	0	-0.0012
O	6.5852	9.0364	16.0515	0.0002	-0.0006	-0.003
O	5.283	11.0365	21.687	-0.0003	0	-0.0004
O	4.9372	15.4138	19.7278	0.0014	0.0011	-0.0024
O	-7.5953	6.6537	20.8936	0.0009	0.0002	-0.0007
O	-0.593	7.689	19.6948	0.0006	-0.0003	-0.0009
O	-3.3983	4.3752	20.2369	0.0004	0	-0.0021
O	-7.2713	10.1469	23.4601	0.0008	-0.0005	-0.0001
O	0.3588	3.6829	18.6951	0.0003	0.0002	-0.002
O	4.6607	0.9578	16.3422	-0.0023	0.0003	-0.0052
O	1.8114	8.5349	24.3117	0.0031	0.0008	-0.0004
O	4.3864	13.4582	21.2832	0.0007	-0.0002	-0.0011
N	8.4738	1.777	24.9388	0.0014	-0.0005	0.0006
O	-2.8137	7.6875	20.9063	0.0003	0.0009	-0.0016
O	-2.2047	1.8324	19.9243	0.0009	-0.0001	-0.0019
O	-2.846	8.1783	14.098	-0.0004	0.002	-0.0025
O	4.129	9.0651	20.3482	0.0014	0.0001	-0.0014
O	2.5047	3.739	24.7045	0.0014	0.0006	0.0012
O	3.7273	6.9531	23.4189	0.0007	0	-0.0004
O	4.8408	13.5816	28.8553	-0.0005	-0.0008	0.0015
O	14.619	4.6283	22.4554	0.0011	-0.0001	-0.0002
O	7.1921	8.4069	23.252	0.0007	0	-0.0005
N	4.3265	12.8364	23.7665	0.0019	-0.0009	-0.0003
O	-8.4365	3.3911	28.7561	0.002	-0.0004	0.0021
O	-4.8868	-0.236	24.1674	0.0008	-0.0001	0.0002
O	-0.6062	1.7663	22.8242	0.0007	-0.0001	-0.0003
O	-0.9465	3.9153	20.9432	0.0014	0	-0.0014
N	1.4442	2.68	21.1408	0.001	-0.0006	0
O	2.1163	1.2378	25.1271	0.0003	-0.001	0.0012
N	7.9911	2.8939	22.3946	0.0005	-0.0009	-0.0004
O	3.9278	13.6091	26.5091	0.0012	0.0002	0.0015
O	2.9685	11.4636	20.5408	0.0002	-0.0005	-0.0005
O	4.0969	5.1579	27.6709	0.0007	-0.0008	0.0014
O	3.6686	-2.6499	30.2697	-0.0012	-0.0012	0.0011
O	19.2403	4.4011	24.6906	0.0004	0.0002	0.0006
O	7.9304	5.8287	22.782	0.0005	0.0003	-0.0009
O	1.1705	4.4813	27.0132	0.0002	0.0007	0.0007
O	-0.3113	7.3989	28.0011	0.0003	0.0001	0.0034
O	3.5236	7.0972	25.9194	-0.0005	0	-0.0003
N	11.884	1.5689	27.4654	0.0002	-0.0008	0.0017
O	12.1811	11.0214	22.8463	0.0011	-0.0003	-0.0008
O	1.3401	9.6599	27.8384	0.0003	-0.0001	0.0012
O	-0.351	0.2758	25.5682	0.0008	-0.0009	0.0006
N	-0.0397	14.0056	25.296	0.0032	-0.0015	0.0007
O	-2.6294	10.9158	22.9074	0.0002	-0.001	-0.0004
O	1.3842	5.9521	24.7883	0.0021	0.0008	-0.0003
O	2.3287	7.1593	28.1619	0.0007	0.0008	0.0018
O	12.3294	3.9343	31.1413	0.001	-0.0018	-0.0034
O	8.6313	3.5019	27.078	0.0002	-0.0005	0.0013

Results
free energy: -137044.070 eV
free energy less fixed offsets of N -386.36, O -570.45, Si -639.56 eV per atom: 6.140 eV

The program warned: the cutoff lies below the one the program advises for these potential files; the forces do not sum to zero within the program's tolerance; empty levels may hold ghost states of the PAW files; the exchange-correlation potential is rough where the density is thin.
